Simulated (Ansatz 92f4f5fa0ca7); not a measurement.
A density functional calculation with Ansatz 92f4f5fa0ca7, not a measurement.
Periodic cell of 228 atoms, Si134O92H2, from a study of silicon, its oxide and their interface. The atomic structure is a simulated model.
Doubt: the cutoff is far below the 930 eV that the study's wrapper takes by default for these files, so forces and energies are approximate.
This geometry differs little from another in the collection (a relaxation step or a small displacement).

Settings
functional: PBE
potential files: Ansatz PAW
basis: plane waves
wave-function cutoff: 580 eV
density cutoff ratio: 5
exchange-correlation grid ratio: 1
k mesh: 1 x 1 x 1, Gamma-centred
self-consistency stop: 5e-08 eV per atom in the density residual
occupations: fixed
spin: none
net charge: 0

Cell vectors (angstrom)
a 10.938 0 0
b 0 10.938 0
c 0 0 32.8398

Atoms: element, x, y, z (angstrom)
Si 0.1978 -0.3076 25.2964
Si 5.7481 -0.39 25.568
Si 2.5971 3.0348 25.4074
Si 8.0168 2.9568 25.3611
Si 0.2352 5.1843 25.3049
Si 5.7418 5.1987 25.4393
Si 2.4948 8.3853 25.2911
Si 8.0113 8.3209 25.3286
Si 1.3973 1.3268 26.5609
Si 6.8903 1.3351 26.6842
Si 4.1285 4.125 26.7824
Si 9.6046 4.0738 26.6884
Si 1.3506 6.8066 26.6292
Si 6.8953 6.7804 26.7167
Si 4.082 9.4345 26.749
Si 9.5892 9.4969 26.6663
Si 2.7519 -0.0033 28.0285
Si 8.2618 -0.0218 28.054
Si 0.0356 2.6682 28.0257
Si 5.4917 2.6849 28.0626
Si 2.7402 5.5091 28.074
Si 8.2679 5.4449 28.0838
Si 0.0076 8.1568 28.0566
Si 5.4915 8.1188 28.0919
Si 4.1018 1.3673 29.4216
Si 9.5708 1.3673 29.4216
Si 1.3673 4.1018 29.4216
Si 6.8362 4.1018 29.4216
Si 4.1018 6.8362 29.4216
Si 9.5708 6.8362 29.4216
Si 1.3673 9.5708 29.4216
Si 6.8362 9.5708 29.4216
Si 0 0 30.7888
Si 5.469 0 30.7888
Si 2.7345 2.7345 30.7888
Si 8.2035 2.7345 30.7888
Si 0 5.469 30.7888
Si 5.469 5.469 30.7888
Si 2.7345 8.2035 30.7888
Si 8.2035 8.2035 30.7888
Si 1.3673 1.3673 32.1561
Si 6.8362 1.3673 32.1561
Si 4.1018 4.1018 32.1561
Si 9.5708 4.1018 32.1561
Si 1.3673 6.8362 32.1561
Si 6.8362 6.8362 32.1561
Si 4.1018 9.5708 32.1561
Si 9.5708 9.5708 32.1561
Si 2.7345 0 0.6835
Si 8.2035 0 0.6835
Si 0 2.7345 0.6835
Si 5.469 2.7345 0.6835
Si 2.7345 5.469 0.6835
Si 8.2035 5.469 0.6835
Si 0 8.2035 0.6835
Si 5.469 8.2035 0.6835
Si 4.1018 1.3673 2.0507
Si 9.5708 1.3673 2.0507
Si 1.3673 4.1018 2.0507
Si 6.8362 4.1018 2.0507
Si 4.1018 6.8362 2.0507
Si 9.5708 6.8362 2.0507
Si 1.3673 9.5708 2.0507
Si 6.8362 9.5708 2.0507
Si 0 0 3.418
Si 5.469 0 3.418
Si 2.7345 2.7345 3.418
Si 8.2035 2.7345 3.418
Si 0 5.469 3.418
Si 5.469 5.469 3.418
Si 2.7345 8.2035 3.418
Si 8.2035 8.2035 3.418
Si 1.2608 1.4768 4.7255
Si 6.7725 1.4642 4.7562
Si 4.1159 4.088 4.8301
Si 9.4982 4.1903 4.883
Si 1.3462 6.8343 4.8024
Si 6.8172 6.8928 4.8376
Si 4.0871 9.5832 4.7108
Si 9.5866 9.5214 4.7187
Si 2.6161 -0.0186 5.8951
Si 8.2761 0.1159 5.8907
Si 0.0035 2.8866 6.2397
Si 5.4226 2.6927 6.3183
Si 2.7462 5.5078 6.1744
Si 8.0705 5.5221 6.3666
Si -0.0888 8.14 6.1768
Si 5.4822 8.3748 6.1489
Si 3.7117 1.3734 7.3444
Si 9.7879 1.1679 7.3261
Si 1.7344 3.8616 7.556
Si 6.3951 4.4006 7.7318
Si 4.2881 6.8105 7.4127
Si 9.6266 6.759 7.6954
Si 1.105 9.8094 7.2537
Si 6.9129 9.8956 7.3158
O 5.3119 5.6251 7.9092
O 0.0444 0.0703 7.6474
O 2.7543 2.6082 7.8164
O 9.477 7.422 9.2481
O 1.3799 9.5431 24.8123
O 6.8368 4.049 24.9232
O 6.8551 9.4671 24.9418
O 1.4233 4.0916 24.8586
O 7.8561 8.9354 8.2484
O 1.577 4.3054 9.1565
O 1.7647 9.3372 8.6698
O 6.6855 4.0506 9.3332
O 10.5603 5.4896 8.2249
O 3.8919 0.4363 8.728
O 3.7793 7.574 8.7771
O 9.0322 1.4403 8.7797
O 4.8368 0.2129 24.3556
O 8.8292 2.4573 23.9995
O 10.5073 5.7694 23.9097
O 5.1417 5.9749 24.1227
O 8.6087 7.6398 23.9327
O 3.6056 2.6455 24.1384
O 3.1016 7.6788 23.9138
O 10.2569 0.1945 23.9753
Si 4.3686 8.3114 18.1053
Si 8.7215 8.8066 9.6289
Si 7.3632 -0.1537 14.4148
Si 2.4675 3.86 17.2428
Si 4.977 5.4799 17.9627
Si 3.2658 2.0604 14.9708
Si 7.4845 5.2371 21.0456
Si 4.2185 1.3436 23.3866
Si 2.4485 8.1477 9.5199
Si -3.8506 1.0108 18.6972
Si 10.157 -1.3505 15.6026
Si 9.2432 0.6915 10.2194
Si 5.1147 0.0318 16.6558
Si 15.9573 4.1513 13.3382
Si 0.5642 5.0555 12.4581
Si 11.0398 11.9261 20.5907
Si 9.2447 1.147 23.1099
Si 0.5937 5.5427 9.558
Si 10.5585 -5.5719 17.7639
Si 13.627 2.3563 19.9041
Si 4.8852 -1.9881 21.0815
Si 6.9675 -0.8899 11.494
Si 6.0953 3.3126 10.6717
Si 15.2599 4.8556 20.9305
Si -0.5034 13.2533 12.566
Si 6.5375 0.6703 21.7271
Si 7.5982 2.8472 13.2329
Si -1.4889 7.2139 20.1199
Si 13.5637 10.8073 21.2998
Si 2.9244 6.3877 13.6958
Si 4.2037 6.798 23.0889
Si 11.141 6.6775 14.9513
Si 7.8288 3.9236 18.4401
Si 2.9739 9.2107 12.4945
Si 9.3493 6.4903 23.0174
Si 9.4659 -0.9034 18.6424
Si 5.2993 0.4619 9.5426
Si 12.0295 0.1041 13.9493
O 9.9931 1.535 21.7113
O 1.0124 10.6884 21.1672
O 16.7914 -0.7785 21.5232
O 12.016 13.2128 20.2575
O 3.8096 4.7898 17.0413
O 2.768 8.035 18.329
O 5.0681 4.1428 11.6759
O 3.2545 0.8315 20.1175
O 6.8502 -1.0141 13.1076
O 16.1008 -2.3403 19.5219
O 3.2995 -1.5952 21.227
O 13.0205 5.6745 12.4764
O 7.3501 2.9179 11.6209
O -6.6547 5.4935 13.9202
O 2.2883 3.0849 15.8129
O 9.4235 8.778 19.6799
O 12.3224 6.9431 9.6689
O 7.8373 0.4262 22.6861
O 1.5121 9.788 12.9908
O 2.9322 0.6336 22.6971
O -0.291 5.7903 13.6542
O 4.1162 12.0453 15.9711
O 5.1631 7.0194 17.4534
O 5.4521 1.7251 22.3761
O -5.4203 -0.6356 10.7499
O 1.8587 6.5421 14.9579
O 5.3694 12.8942 10.1601
O -0.1335 5.3066 10.9997
O 15.2148 5.5555 19.456
O 7.8978 -4.3227 20.1983
O 5.6421 0.7517 18.0195
O 7.8744 11.3526 11.0796
O 6.3841 11.0778 8.3539
O -0.6207 11.3008 19.2605
O 13.8059 2.7436 18.3538
O 8.0188 4.0362 20.0688
O 9.2071 4.441 17.7323
O 11.6262 3.4277 12.6227
O 10.1567 1.7543 11.0489
O 9.7464 -0.8726 9.9415
O 7.9677 -0.3225 18.4008
O 7.3314 1.4167 13.9715
O 10.0305 7.1328 21.6614
O -0.1455 11.8924 13.3518
O 2.3632 1.079 14.0679
O 16.8518 4.8814 21.3362
O 6.3205 -0.3538 15.6342
O 2.8603 8.7678 10.9424
O 3.5006 5.7327 22.0467
O 4.4008 9.5705 17.0781
O -4.354 3.981 13.875
O 4.2123 2.8601 13.921
O 8.2601 5.3657 22.4839
O 11.4801 10.5235 15.39
O 14.4826 3.4124 20.8328
O 8.82 -0.6967 14.9151
O 18.6693 2.352 18.0304
O 10.5023 8.1767 14.8483
O 3.4225 7.8878 13.3437
O 16.0946 7.7427 22.1429
O -12.6729 3.0881 13.3315
O 6.4296 4.6994 17.9801
O 1.0812 4.5835 17.7734
O 10.5356 -4.786 16.3543
O 7.6916 -2.2422 10.9036
O -0.9345 -1.4778 17.2197
O 6.965 1.2856 20.2925
O 10.4109 6.3571 19.0794
H 3.991 10.2409 12.7052
H 2.5341 7.3706 18.9955

Results
free energy: -137540.589 eV
free energy less fixed offsets of H -15.97, O -568.88, Si -635.61 eV per atom: 0.051 eV

Forces (eV/angstrom), in the order of the atoms: element, x, y, z
Si 0.0074 -0.1649 -0.119
Si 0.0289 -0.1108 -0.0152
Si -0.0696 0.1608 -0.1317
Si 0.0084 0.1564 -0.1165
Si 0.1439 -0.1254 -0.0408
Si 0.1301 -0.0348 -0.0913
Si -0.1374 0.0762 -0.0941
Si -0.1048 0.1229 -0.1053
Si -0.0027 0.0241 0.0811
Si 0.0567 -0.1179 0.048
Si -0.076 0.0299 0.049
Si 0.0103 -0.0571 0.0871
Si 0.024 0.02 0.056
Si 0.0109 -0.0211 0.1231
Si 0.1088 0.0227 0.0829
Si 0.0777 0.0162 0.0682
Si -0.0081 -0.0558 -0.0227
Si -0.0397 0.0167 -0.0525
Si -0.0396 0.0698 -0.0626
Si -0.0161 0.0544 0.0408
Si -0.0244 -0.0176 -0.0625
Si -0.0295 0.0283 -0.1054
Si -0.0199 0.0049 -0.0921
Si -0.0024 0.0372 -0.0854
Si -0.0304 -0.1594 0.0592
Si 0.2422 -0.1134 0.0923
Si 0.012 -0.0863 -0.2276
Si 0.1071 -0.1218 -0.0342
Si -0.0198 -0.1231 0.5656
Si 0.1608 -0.043 0.358
Si 0.0062 0.0261 -0.2103
Si 0.0658 -0.0218 -0.1435
Si -0.0515 0.028 -0.0089
Si -0.0573 -0.0106 -0.0225
Si 0.0177 0.0426 -0.0252
Si -0.0079 0.0302 -0.0182
Si -0.0719 0.0044 0.0142
Si -0.1394 -0.0136 0.0094
Si 0.0795 0.0528 -0.0073
Si -0.014 0.0229 0.0009
Si 0.008 -0.0647 -0.0218
Si 0.0168 -0.0418 -0.0259
Si 0.0524 -0.0496 -0.0019
Si 0.0063 -0.0075 -0.0088
Si 0.0513 -0.0144 -0.032
Si 0.0432 -0.0132 -0.0281
Si -0.0175 0.0002 -0.0098
Si 0.0399 0.0072 -0.0115
Si 0.037 0.0159 0.0064
Si -0.0499 0.0474 0.0017
Si 0.0015 0.0141 0.034
Si -0.0702 0.0198 0.0463
Si -0.0264 0.0569 -0.0016
Si -0.0156 0.0097 -0.0093
Si -0.0541 0.003 0.0321
Si -0.0396 0.0285 0.0293
Si -0.0028 -0.0724 -0.0125
Si -0.0223 -0.1607 0.0201
Si 0.0821 -0.0331 0.0253
Si 0.1664 0.1048 -0.0145
Si -0.0694 -0.088 0.0278
Si -0.0245 -0.0335 -0.021
Si 0.0832 0.0887 -0.0241
Si 0.0554 0.0133 0.0243
Si -0.0817 0.0139 -0.3721
Si -0.0025 0.3227 -0.2842
Si 0.0783 0.2862 -0.0868
Si -0.0035 0.6012 0.1508
Si -0.318 0.034 0.2731
Si 0.0622 0.0363 0.3903
Si -0.1977 -0.2621 -0.1642
Si -0.141 -0.3342 -0.2807
Si -0.0209 -0.0266 0.0753
Si 0.0288 -0.0146 0.0698
Si 0.0074 0.0359 -0.0412
Si 0.0082 -0.0101 -0.0127
Si -0.0047 -0.0301 0.0123
Si 0.014 -0.0335 -0.0255
Si 0.0509 -0.0278 0.0339
Si 0.0077 0.0866 0.0473
Si -0.0429 0.0215 -0.1305
Si 0.0358 -0.0541 -0.0654
Si -0.0014 -0.033 -0.0422
Si 0.0451 -0.0321 -0.0919
Si 0.0233 0.0715 -0.0684
Si -0.0477 -0.0235 -0.0128
Si -0.032 -0.0752 -0.1399
Si -0.0267 0.0142 -0.0386
Si 0.012 0.0262 0.315
Si 0.144 -0.1844 0.0422
Si 0.0082 -0.0736 0.1811
Si 0.0605 0.1128 0.0079
Si 0.0509 -0.0819 0.0055
Si -0.0229 -0.0568 0.17
Si -0.0952 0.2211 0.2491
Si -0.0562 0.1141 0.1112
O -0.0346 0.0341 -0.0206
O -0.0494 0.0916 -0.0419
O 0.0068 -0.0489 -0.1433
O 0.0036 0.0165 -0.0208
O -0.0306 -0.0533 0.0376
O -0.0502 -0.0219 0.0488
O 0.0463 -0.0833 0.0364
O 0.0038 -0.0067 0.0394
O 0.0139 -0.0201 -0.0272
O -0.0007 0.0147 -0.0489
O -0.0249 -0.001 -0.1276
O -0.0072 -0.0141 0.0027
O 0.0088 0.0113 -0.0541
O -0.0253 -0.0104 -0.0659
O -0.0268 0.0149 0
O 0.0245 0.0011 -0.0402
O 0.0209 -0.0012 0.0483
O 0.0078 -0.0295 0.0397
O -0.0152 0.0235 0.0256
O -0.0162 -0.0005 0.0196
O 0.0115 0.0012 0.0286
O -0.0198 -0.0154 0.0731
O 0.017 -0.0016 0.0431
O 0.006 0.0268 0.0421
Si -0.0106 -0.0065 0.0488
Si -0.0067 -0.0282 0.0313
Si -0.0113 0.0128 -0.0137
Si 0.0094 -0.0129 0.0531
Si 0.004 -0.0026 0.0508
Si -0.0022 -0.0015 -0.0083
Si 0.0001 -0.0047 -0.0334
Si 0.0094 0.0046 -0.0942
Si 0.0102 -0.0059 0.0787
Si 0.0126 0.0064 0.0319
Si -0.0032 0.0005 0.0289
Si -0.0162 -0.0231 0.0827
Si 0.0268 0.0024 0.0351
Si 0.0173 0.0116 0.0068
Si 0.0047 -0.017 0.0193
Si 0.0187 -0.005 -0.0198
Si -0.0083 -0.0048 -0.0572
Si -0.0281 -0.0179 0.0345
Si -0.0125 0.0042 0.0456
Si -0.0084 -0.0111 0.0187
Si -0.0044 0.0138 -0.0371
Si 0.0153 0.0034 0.0226
Si -0.0082 -0.0344 0.051
Si -0.0178 0.0064 -0.0391
Si -0.0021 0.0138 0.0213
Si -0.0093 -0.0074 -0.0385
Si 0.0047 0.0039 0.0216
Si -0.0114 0.0005 -0.0018
Si -0.0128 -0.0042 -0.0628
Si 0.0137 0.0043 0.0021
Si -0.0038 0.0024 -0.0838
Si 0.0034 -0.0132 0.0121
Si -0.0051 -0.0003 0.0294
Si 0.0049 -0.0079 0.004
Si -0.0115 -0.0105 -0.0691
Si 0.0019 0.0155 0.0366
Si 0.0368 0.0124 0.0025
Si 0.0061 -0.0072 -0.0162
O -0.0024 0.0016 0.0344
O 0.0004 0.0069 0.0283
O 0.0007 -0.0007 0.027
O 0.0006 0.001 0.0077
O -0.0075 -0.0022 -0.0246
O 0.0122 -0.0117 0.0021
O -0.0053 0.0037 0.0042
O -0.0055 0.012 0.0136
O 0.0008 0.0082 0.012
O -0.0129 -0.0081 -0.016
O 0.001 -0.003 0.0239
O -0.0064 -0.0002 -0.0148
O 0.0041 0.0037 -0.0129
O -0.0021 0.0039 -0.011
O -0.0042 0.0021 -0.0134
O 0.0045 -0.004 0.0062
O 0.0109 0.0168 -0.0281
O 0.0028 0.0004 0.0398
O -0.0079 0.0145 -0.0077
O -0.006 0.0056 0.0297
O 0.0034 0.0123 0.0002
O -0.0025 -0.0019 -0.0137
O -0.0063 0.0022 -0.0204
O -0.0133 -0.0062 0.0441
O -0.0001 -0.0024 -0.0363
O -0.0043 0.0039 0.0013
O 0.0038 0.0145 -0.0155
O 0.0147 0.005 -0.0267
O 0.0052 -0.0012 -0.0055
O 0.0005 -0.0003 0.0085
O -0.0145 -0.0055 -0.0238
O -0.0004 -0.0108 -0.0274
O -0.0291 0.0152 -0.0182
O -0.0079 -0.0086 -0.0068
O -0.0015 0.0085 -0.0296
O 0.0021 -0.0028 0.0031
O 0.0084 0.0027 -0.02
O -0.0029 0.0012 -0.0176
O 0.0221 0.0096 0.0126
O 0.0046 0.0095 -0.0484
O -0.0012 -0.0036 -0.0164
O 0.0033 -0.0053 -0.0075
O 0.0026 0.01 0.0192
O 0.007 -0.0039 -0.0082
O 0.0248 0.0099 0.0081
O 0.0103 0.0024 0.0282
O -0.0118 -0.0053 0.0022
O -0.0111 -0.0095 -0.0192
O -0.0011 0.0016 0.0413
O -0.0059 0.0008 -0.0204
O -0.0083 -0.0017 -0.0084
O -0.0118 -0.0173 -0.0024
O -0.0042 0.0018 0.0407
O -0.0028 -0.0055 -0.0005
O 0.0009 -0.0005 0.0077
O 0.0165 -0.009 -0.0023
O 0.0008 0.0028 -0.0156
O -0.003 0.0042 -0.0044
O -0.0028 -0.0068 -0.0123
O -0.0031 -0.009 0.0425
O 0.0058 -0.0072 -0.015
O -0.0028 0.0016 -0.0178
O -0.0046 0.0066 -0.0216
O 0.002 -0.0017 -0.0118
O 0.0077 0.0008 -0.0378
O 0.0069 -0.0067 -0.0288
O 0 -0.0002 -0.0044
O 0.0018 -0.0143 -0.0158
H 0.0043 0.0064 0.0151
H 0.0131 0.0248 -0.0154

The program warned: the cutoff lies below the one the program advises for these potential files; the forces do not sum to zero within the program's tolerance; the exchange-correlation potential is rough where the density is thin.
